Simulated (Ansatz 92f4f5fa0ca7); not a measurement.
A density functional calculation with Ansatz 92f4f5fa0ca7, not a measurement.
Periodic cell of 237 atoms, Si146O90As1, from a study of silicon, its oxide and their interface. The atomic structure is a simulated model.
Doubt: the cutoff is far below the 930 eV that the study's wrapper takes by default for these files, so forces and energies are approximate.
This geometry differs little from another in the collection (a relaxation step or a small displacement).

Settings
functional: PBE
potential files: Ansatz PAW
basis: plane waves
wave-function cutoff: 580 eV
density cutoff ratio: 5
exchange-correlation grid ratio: 1
k mesh: 1 x 1 x 1, Gamma-centred
self-consistency stop: 5e-08 eV per atom in the density residual
occupations: fixed
spin: none
net charge: +1 e, with a uniform compensating background and no finite-size correction

Cell vectors (angstrom)
a, 11.6015, 0, 0
b, 0, 10.938, 0
c, 0, 0, 32.0622

Atoms: element, x, y, z (angstrom)
Si, -0.1889, -0.0693, 23.2846
Si, 3.6787, 0.1954, 23.1195
Si, 7.5561, -0.1377, 23.4431
Si, 1.694, 1.3667, 23.4282
Si, 5.7397, 1.4034, 23.1902
Si, 9.45, 1.221, 23.376
Si, 0.1614, 5.3143, 23.4628
Si, 4.1266, 5.2976, 23.4018
Si, 8.0326, 5.6078, 23.5497
Si, 2.1614, 6.5793, 23.3755
Si, 5.9693, 6.77, 23.4812
Si, 10.0085, 6.8644, 23.6026
Si, 1.9068, 2.6654, 25.3882
Si, 5.838, 2.6554, 25.2502
Si, 9.6321, 2.6851, 25.2687
Si, 11.599, 4.0051, 25.3879
Si, 3.8977, 3.9702, 25.326
Si, 7.7466, 4.0937, 25.3489
Si, 1.9756, 8.1512, 25.1907
Si, 5.779, 8.1678, 25.367
Si, 9.7125, 8.2619, 25.4374
Si, 11.6405, 9.5586, 25.2688
Si, 3.87, 9.5859, 25.0775
Si, 7.6935, 9.5198, 25.4075
Si, 11.6504, -0.0089, 27.2125
Si, 3.9055, -0.0499, 27.1209
Si, 7.763, -0.0215, 27.2918
Si, 1.9873, 1.3129, 27.2892
Si, 5.8354, 1.3216, 27.2005
Si, 9.696, 1.3311, 27.2138
Si, 11.5925, 5.4717, 27.2387
Si, 3.8503, 5.4221, 27.2181
Si, 7.717, 5.4643, 27.2719
Si, 1.9396, 6.8208, 27.1709
Si, 5.7638, 6.7975, 27.2773
Si, 9.6566, 6.8188, 27.2967
Si, 1.9456, 2.7239, 29.1898
Si, 5.7998, 2.7235, 29.1261
Si, 9.6808, 2.728, 29.1462
Si, 0.0138, 4.0957, 29.1627
Si, 3.8686, 4.091, 29.1721
Si, 7.7373, 4.0873, 29.1848
Si, 1.9427, 8.1901, 29.1169
Si, 5.798, 8.186, 29.1864
Si, 9.6747, 8.1941, 29.216
Si, 0.0083, 9.5571, 29.1514
Si, 3.8759, 9.5588, 29.1091
Si, 7.7365, 9.5458, 29.2082
Si, 0.0036, 0.0014, 31.0916
Si, 3.863, 0.0058, 31.0594
Si, 7.7322, 0.0097, 31.1126
Si, 1.9319, 1.3699, 31.1206
Si, 5.7975, 1.3695, 31.0634
Si, 9.6704, 1.3645, 31.0896
Si, 0.0119, 5.4707, 31.093
Si, 3.8716, 5.477, 31.1003
Si, 7.7429, 5.4676, 31.1208
Si, 1.9407, 6.8433, 31.0688
Si, 5.8067, 6.8322, 31.1178
Si, 9.6798, 6.829, 31.1437
Si, 1.9323, 2.7545, 0.9875
Si, 5.7975, 2.752, 0.9265
Si, 9.6683, 2.7378, 0.9671
Si, -0.0096, 4.1105, 0.9617
Si, 3.8665, 4.1191, 0.9774
Si, 7.7406, 4.1104, 0.9942
Si, 1.932, 8.2204, 0.941
Si, 5.7981, 8.2309, 0.9653
Si, 9.6705, 8.2253, 1.0045
Si, 0.0002, 9.593, 0.9816
Si, 3.8614, 9.5939, 0.9548
Si, 7.7383, 9.5833, 0.9834
Si, 11.6104, 0.0398, 2.9217
Si, 3.8566, 0.028, 2.9096
Si, 7.7407, 0.029, 2.9011
Si, 1.9353, 1.406, 2.928
Si, 5.8114, 1.3724, 2.8334
Si, 9.6621, 1.3897, 2.9203
Si, 11.5667, 5.5078, 2.8697
Si, 3.8767, 5.5042, 2.9097
Si, 7.7389, 5.5193, 2.9163
Si, 1.9132, 6.8279, 2.8523
Si, 5.8101, 6.8658, 2.8853
Si, 9.6616, 6.9037, 2.9692
Si, 1.9131, 2.8381, 4.8239
Si, 5.8338, 2.7318, 4.7442
Si, 9.5993, 2.7992, 4.8359
Si, 11.5409, 4.1364, 4.7813
Si, 3.9166, 4.107, 4.8248
Si, 7.7171, 4.2089, 4.8788
Si, 1.8848, 8.1538, 4.7933
Si, 5.8062, 8.2655, 4.7845
Si, 9.6601, 8.3274, 4.909
Si, 11.6303, 9.6597, 4.889
Si, 3.8154, 9.4912, 4.7842
Si, 7.7211, 9.6821, 4.886
Si, 11.5962, 0.234, 6.7814
Si, 3.7524, -0.047, 6.6466
Si, 7.7115, 0.0657, 6.8998
Si, 2.0441, 1.5072, 6.7547
Si, 5.7091, 1.2822, 6.6188
Si, 9.6434, 1.5243, 6.8335
Si, 11.522, 5.4987, 6.6974
Si, 3.9766, 5.4373, 6.7921
Si, 7.7315, 5.6765, 6.8159
Si, 1.9687, 6.6465, 6.6387
Si, 5.8044, 6.9815, 6.74
Si, 9.7522, 7.0391, 6.9044
O, 10.0038, 7.9692, 8.3063
O, 7.6612, 9.9469, 8.2233
O, 7.3979, 4.7256, 8.1543
O, 3.3762, 10.3481, 8.2075
O, 1.9988, 7.579, 8.0119
O, 3.9999, 4.5889, 8.2543
O, 9.7649, 2.4578, 8.2311
O, 2.6074, 2.3391, 8.1257
O, 11.3834, 4.5851, 8.0867
O, 5.3596, 2.3673, 7.8282
O, 5.8027, 7.9945, 8.0818
O, 11.3421, 10.3106, 8.1751
O, 11.2829, 10.0782, 21.7989
O, 3.2459, 10.6898, 21.5385
O, 5.7813, 7.7704, 22.1527
O, 4.2258, 4.4551, 21.9429
O, 7.6852, 9.6871, 22.1733
O, 10.3036, 7.6647, 22.1702
O, 1.6227, 2.3879, 22.1139
O, 5.9449, 2.4342, 21.8704
O, 8.437, 4.6991, 22.2086
O, -0.0664, 4.4439, 22.0366
O, 2.352, 7.3584, 21.9213
O, 9.1467, 1.8885, 21.8771
Si, 1.9096, 7.7937, 9.5901
Si, 5.0296, 0.5873, 17.7058
Si, 2.507, 5.4198, 14.0127
Si, 10.5552, 3.8427, 14.0516
Si, 8.2772, 2.3847, 15.2807
Si, 9.562, 2.2434, 20.3555
Si, 10.4885, 3.6624, 9.0721
Si, 0.0473, 2.3202, 11.5703
As, 11.0117, 8.1418, 15.4231
Si, 5.1775, 6.937, 13.9911
Si, 5.7437, 2.6243, 11.1084
Si, 8.6023, 7.6486, 19.4084
Si, 8.1171, 4.8295, 20.6268
Si, 5.9192, 9.5987, 15.2067
Si, 2.1186, 7.6359, 20.347
Si, 1.9429, 4.8835, 18.8092
Si, 4.491, 3.4444, 18.0156
Si, 8.4433, 8.9332, 16.8652
Si, 0.8262, 9.5, 13.2316
Si, 9.8945, 10.6324, 11.7241
Si, 5.3494, 3.7056, 21.0186
Si, 0.6102, 5.4714, 16.2756
Si, 10.788, 9.1433, 9.142
Si, 6.5736, 8.8893, 21.2808
Si, 7.0836, 7.1072, 11.4515
Si, 2.6893, 0.7646, 12.2005
Si, 10.8978, 8.6767, 21.0504
Si, 6.0462, 4.3276, 15.6414
Si, 7.0795, 0.5036, 12.9778
Si, 4.053, 2.9807, 8.5858
Si, 0.9065, 6.7302, 11.8845
Si, 6.5656, 9.059, 9.0587
Si, 0.6734, 3.2792, 21.1558
Si, 9.7542, 6.4646, 12.8424
Si, 7.7018, 4.5359, 9.7328
Si, 3.9873, 10.0638, 20.2205
Si, 4.2778, 3.0351, 13.5387
Si, 3.8573, 10.0105, 9.7267
Si, 8.0443, 0.8026, 18.0662
O, 11.5194, 3.2165, 12.9232
O, 9.3273, 4.4936, 9.8936
O, 8.8039, 3.5887, 19.8512
O, 4.0212, -0.051, 18.8117
O, 11.2825, 4.6072, 15.2965
O, 9.8583, 9.7839, 10.3356
O, 3.7685, 1.5304, 13.1566
O, 0.7094, 9.0832, 14.8797
O, 6.4645, 0.9946, 18.4021
O, 4.7403, 3.1764, 19.6025
O, 6.2434, 1.1938, 11.756
O, 0.5319, 8.618, 9.9113
O, 5.637, 4.3279, 17.2274
O, 8.4248, 7.1846, 12.3635
O, 4.3984, 2.6309, 10.1581
O, 2.0519, 5.6956, 15.5636
O, 3.3719, 0.0496, 10.9282
O, 5.883, 7.2318, 12.5471
O, 2.3011, 6.3565, 19.3614
O, 0.649, 4.9316, 17.7863
O, 8.4053, 10.6922, 12.3748
O, 5.4751, 10.0737, 9.7156
O, 0.5996, 8.1857, 20.2004
O, 9.7826, 2.6036, 14.7298
O, 1.9531, 10.6353, 13.2106
O, 9.9545, 9.2132, 16.1597
O, 6.1468, 10.3679, 13.786
O, 7.4859, 1.604, 14.1038
O, 1.6589, 3.9089, 20.0434
O, 5.9154, 5.7898, 14.9107
O, 7.3656, 8.9483, 15.6727
O, 1.5449, 1.7233, 11.5924
O, 7.1965, 8.2918, 10.353
O, 4.3272, 1.9926, 17.2699
O, 7.035, 3.1616, 10.2867
O, 11.5547, 7.0181, 16.5553
O, 8.2561, 10.1492, 17.8668
O, 3.2564, 8.5391, 10.1066
O, 7.5996, 3.8453, 15.5333
O, 3.1248, 4.3004, 17.8731
O, 2.914, 3.887, 13.7414
O, 1.3553, 8.1813, 12.4872
O, 1.2171, 5.6684, 13.062
O, 4.9905, 8.3033, 14.8728
O, 11.1825, 2.3935, 20.3217
O, 10.9207, 9.9097, 12.803
O, 5.278, 3.5831, 12.3624
O, 5.1134, 3.19, 14.9195
O, 6.4878, 4.7927, 20.5387
O, 8.393, 1.5502, 16.6642
O, 10.4656, 1.1987, 11.5085
O, 10.8885, 6.6456, 11.7007
O, 3.2506, 8.6749, 19.83
O, 1.7271, 6.437, 10.5142
O, 7.1824, 8.1799, 19.9595
O, 8.5363, 7.5788, 17.7499
O, 3.6793, 6.4429, 13.6169
O, 9.5583, 4.9351, 13.3327
O, 5.533, 9.9749, 20.6995
O, 10.1469, 7.3557, 14.2148
O, 8.7993, 6.1376, 19.9436
O, 7.0365, 5.7045, 10.6481
O, 5.2866, 10.5377, 16.3969
O, 9.0614, 1.1378, 19.2725
O, 11.54, 3.1752, 10.2083
O, 9.7609, 8.698, 19.8695

Results
free energy: -148851.457 eV
free energy less fixed offsets of As -4856.12, O -568.88, Si -635.61 eV per atom: 2.923 eV

Forces (eV/angstrom), in the order of the atoms: element, x, y, z
Si, -0.0061, -0.0253, -0.0291
Si, -0.0049, -0.0214, -0.024
Si, 0.0087, -0.0318, -0.0114
Si, 0.0048, 0.0276, -0.0146
Si, 0.0038, 0.0273, -0.0173
Si, -0.0064, 0.0244, -0.0216
Si, -0.004, -0.0274, -0.016
Si, -0.0109, -0.023, -0.0119
Si, 0.0081, -0.0272, -0.0147
Si, 0.0131, 0.0236, -0.0195
Si, -0.0033, 0.0281, -0.011
Si, 0.0016, 0.0292, -0.0192
Si, -0.0034, 0.0007, 0.01
Si, -0.004, 0.0022, 0.0158
Si, 0.0042, 0.0063, 0.002
Si, 0.0035, -0.002, 0.0009
Si, 0.0116, -0.0029, -0.0009
Si, 0.0004, -0.006, -0.0075
Si, 0.0008, 0.001, 0.0002
Si, 0.0036, 0, 0.0002
Si, 0.0041, -0.0012, -0.0087
Si, 0.0031, -0.0041, 0.0161
Si, -0.0013, -0.0029, 0.0072
Si, 0.0001, 0.0029, 0.0032
Si, 0.0038, -0.006, -0.0005
Si, -0.0019, -0.0086, 0.0057
Si, -0.0054, -0.0001, -0.0039
Si, -0.0007, 0.0044, -0.0054
Si, 0.0033, 0.0051, -0.0015
Si, -0.0008, 0.0042, 0.0035
Si, 0, -0.009, -0.0023
Si, -0.0014, -0.008, -0.0021
Si, -0.0003, -0.0026, -0.0006
Si, 0.0005, 0.0128, 0.0013
Si, -0.003, 0.0066, -0.0055
Si, 0.0061, 0.0025, -0.0018
Si, 0.0139, -0.0051, -0.0021
Si, 0.0013, -0.0065, -0.0124
Si, 0.0082, -0.0033, -0.0121
Si, -0.0069, 0.0056, 0.0062
Si, -0.0095, -0.0026, 0.0048
Si, -0.0055, 0.0002, 0.0109
Si, -0.0025, -0.0042, -0.0023
Si, -0.0114, -0.0024, 0.0167
Si, -0.0072, 0.0012, 0.0156
Si, 0.0029, -0.0039, -0.0123
Si, 0.0079, -0.006, -0.0233
Si, 0.0119, -0.0011, 0.0009
Si, 0.0003, 0.0032, 0.0026
Si, -0.0004, 0.0091, 0.0039
Si, -0.003, -0.0038, -0.0021
Si, -0.0028, 0.0011, -0.0075
Si, 0.003, 0.0031, 0.0031
Si, -0.002, -0.0036, 0.0043
Si, 0, 0.0008, 0.0023
Si, 0.0021, 0.0076, -0.0047
Si, -0.0013, 0.0017, -0.0004
Si, -0.0001, -0.0029, -0.0004
Si, 0.0004, 0.0016, -0.0044
Si, 0.0015, -0.0034, -0.0052
Si, 0.0045, -0.0044, 0.0099
Si, -0.0083, -0.0049, -0.0066
Si, 0.0025, 0.0012, 0.008
Si, -0.011, 0.002, -0.0076
Si, 0.001, -0.0022, 0.0014
Si, 0.0064, 0.0087, 0.001
Si, 0.001, -0.0014, -0.0118
Si, 0.0027, -0.0023, -0.0067
Si, -0.0053, 0.0001, 0.005
Si, -0.0043, 0.005, 0.0094
Si, 0.0005, -0.0027, 0.0105
Si, 0.0004, 0.0007, 0.0035
Si, -0.0002, -0.0062, -0.0027
Si, -0.0038, 0.0001, -0.0034
Si, 0.0026, -0.0025, 0.0002
Si, 0.0008, 0.0008, 0.0004
Si, -0.0025, -0.0008, 0.0063
Si, -0.0036, 0.0019, 0.0018
Si, -0.006, -0.0061, 0.0041
Si, 0.0052, -0.0046, 0.0021
Si, -0.0017, -0.0119, -0.0021
Si, 0.0019, 0.0062, 0.0062
Si, -0.0025, 0.0059, 0.0036
Si, 0.0001, 0.0097, -0.0011
Si, 0.0022, 0.0014, -0.0042
Si, 0.0008, 0.0061, -0.0019
Si, 0.0007, 0.002, -0.0114
Si, 0, -0.0019, -0.0033
Si, -0.0056, -0.0054, -0.0117
Si, -0.0015, -0.001, -0.0004
Si, 0.0025, 0.0052, -0.0021
Si, 0.0021, 0.0046, -0.0066
Si, 0.0026, -0.0011, -0.0067
Si, -0.0029, -0.0025, -0.0018
Si, 0.0084, -0.0075, -0.0125
Si, -0.0026, -0.0026, -0.0048
Si, -0.0033, -0.0295, 0.0267
Si, -0.0168, -0.011, 0.0343
Si, -0.0166, -0.0233, 0.0272
Si, 0.0048, 0.0172, 0.0181
Si, 0.0092, 0.0313, 0.0059
Si, -0.0021, 0.0232, 0.027
Si, 0.0063, -0.0258, 0.0228
Si, 0.0023, -0.0061, 0.0308
Si, 0.0037, -0.0252, 0.0244
Si, -0.0089, 0.0237, 0.0212
Si, 0.0008, 0.0267, 0.0201
Si, -0.003, 0.0305, 0.0296
O, -0.0148, -0.0407, -0.0207
O, 0.0083, 0.0278, -0.0159
O, -0.004, 0.0227, -0.0351
O, 0.0011, 0.0273, -0.0332
O, 0.0005, -0.024, -0.0226
O, -0.0047, 0.0264, -0.0122
O, -0.0122, -0.0368, -0.0215
O, -0.0105, -0.0121, -0.0035
O, 0.0124, 0.0307, -0.0241
O, 0.0059, -0.0193, -0.005
O, -0.0102, -0.0366, -0.02
O, 0.0167, 0.0365, -0.0232
O, 0.0092, 0.0434, 0.0222
O, -0.0028, 0.0203, 0.0234
O, -0.0079, -0.0308, 0.0074
O, -0.0098, 0.0219, 0.0102
O, 0.0075, 0.0293, 0.0053
O, -0.0137, -0.0269, 0.0197
O, 0.0091, -0.0322, 0.0106
O, 0.0001, -0.0364, 0.0054
O, -0.0033, 0.0119, 0.021
O, -0.0017, 0.0308, 0.0128
O, 0.001, -0.0199, 0.0252
O, 0.0005, -0.0169, 0.022
Si, -0.0167, -0.0179, -0.0062
Si, 0.0249, -0.0085, 0.0171
Si, -0.0413, 0.03, 0.0108
Si, -0.0077, 0.0765, 0.0021
Si, 0.0266, 0.007, 0.0003
Si, -0.0069, -0.0217, 0.0038
Si, 0.0079, 0.0079, 0.0171
Si, -0.0003, -0.0078, -0.0174
As, -0.1156, -0.0681, -0.145
Si, -0.0246, 0.0083, -0.0073
Si, 0.0027, -0.0049, -0.024
Si, 0.0109, 0.0019, -0.0251
Si, 0.0137, 0.0236, 0.0091
Si, 0.0432, -0.0355, 0.0123
Si, -0.0129, -0.018, -0.0034
Si, -0.0604, 0.0059, -0.0377
Si, -0.0203, 0.0178, 0.0139
Si, 0.1651, 0.0655, -0.063
Si, 0.0153, -0.04, 0.1335
Si, 0.0374, -0.0202, 0.007
Si, 0.0018, 0.0047, -0.0071
Si, -0.0785, 0.1768, 0.0699
Si, 0.0063, 0.0081, 0.019
Si, 0.0056, -0.0011, -0.0087
Si, 0.0221, 0.0016, -0.0024
Si, -0.0585, -0.0393, 0.0012
Si, -0.0036, -0.0246, -0.0293
Si, 0.0127, 0.012, -0.004
Si, 0.0105, -0.018, -0.0199
Si, 0.002, -0.0214, 0.0074
Si, -0.0749, 0.0198, 0.0106
Si, 0.0122, -0.0051, 0.0087
Si, 0.0131, 0.0105, -0.012
Si, 0.136, 0.1083, 0.1339
Si, 0.0029, 0.0123, -0.0017
Si, 0.0101, -0.0036, 0.0001
Si, -0.0232, 0.0055, -0.0234
Si, -0.0181, -0.0026, 0.0231
Si, 0.008, -0.0922, -0.0029
O, 0.0112, -0.0182, -0.0035
O, -0.0027, -0.0103, 0.0058
O, 0, 0.0024, -0.0165
O, -0.0075, -0.0074, -0.0048
O, 0.0072, -0.0507, -0.0325
O, 0.0058, -0.0126, -0.0126
O, 0.0071, 0.0059, 0.0151
O, 0.1598, 0.1375, -0.227
O, -0.0074, 0.0092, -0.0225
O, 0.0118, 0.0049, 0.0187
O, -0.0128, 0.017, 0.0099
O, -0.0032, 0.004, 0.003
O, -0.006, -0.003, -0.0085
O, -0.0125, -0.0079, 0.0046
O, -0.0121, 0.0127, -0.0146
O, 0.0332, -0.0403, -0.0345
O, 0.0217, -0.0227, -0.0205
O, 0.0065, 0.0009, 0.0019
O, 0.0132, 0.0293, 0.0105
O, 0.0628, -0.0577, 0.0443
O, -0.0016, 0.0084, 0.0131
O, 0.0042, -0.0059, 0.0088
O, 0.0011, 0.003, -0.0035
O, -0.0101, -0.0027, 0.0053
O, 0.0167, 0.0292, -0.0641
O, -0.2689, 0.286, 0.2355
O, -0.0032, 0.0174, 0.0005
O, -0.0097, 0.0004, 0.0028
O, -0.0142, -0.0215, 0.021
O, -0.0008, -0.0088, 0.0058
O, -0.0704, 0.0189, 0.0022
O, 0.0055, 0.0032, 0.0187
O, -0.0128, 0.0246, -0.0092
O, 0.0036, -0.0007, -0.0106
O, 0.0061, 0.0077, 0.0149
O, 0.1235, -0.3474, 0.1045
O, -0.0395, 0.0426, -0.0026
O, 0.0045, 0.0176, 0.016
O, -0.0127, -0.0031, 0.0016
O, 0.0164, -0.0094, -0.0023
O, 0.0155, -0.0073, 0.015
O, 0.0022, 0.0193, -0.0026
O, 0.0157, -0.0027, 0.0055
O, 0.0052, -0.0051, -0.0049
O, 0.0038, 0.0044, -0.0107
O, -0.012, 0.0389, -0.0541
O, 0.0083, -0.0056, 0.0062
O, -0.0007, -0.0056, -0.0009
O, -0.0056, -0.0086, -0.0159
O, -0.0116, 0.0077, 0.0013
O, 0.0057, -0.0023, 0.0323
O, 0.0149, -0.0012, 0.018
O, -0.0025, 0.001, -0.0149
O, 0.0084, 0.0192, -0.0036
O, -0.0208, 0.0096, 0.0157
O, -0.0341, -0.0233, 0.0605
O, 0.0119, -0.0067, 0.01
O, -0.0179, -0.027, 0.0149
O, 0.0089, -0.0095, -0.0072
O, -0.017, -0.2158, -0.2335
O, -0.0089, -0.0287, -0.0073
O, -0.0027, -0.0245, 0.0002
O, -0.011, 0.0208, 0.0119
O, 0.0155, 0.0205, 0.0038
O, -0.0183, 0.0171, -0.0053
O, 0.0267, 0.0054, 0.0239

The program warned: the cutoff lies below the one the program advises for these potential files; the forces do not sum to zero within the program's tolerance; the exchange-correlation potential is rough where the density is thin.
